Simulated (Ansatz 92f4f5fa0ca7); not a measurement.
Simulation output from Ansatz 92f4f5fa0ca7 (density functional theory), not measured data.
Periodic cell of 222 atoms, Si131O89P2, from a study of silicon, its oxide and their interface. The atomic structure is a simulated model.
Doubt: the cutoff is far below the 930 eV that the study's wrapper takes by default for these files, so forces and energies are approximate.

Settings
functional: PBE
potential files: Ansatz PAW
basis: plane waves
wave-function cutoff: 580 eV
density cutoff ratio: 5
exchange-correlation grid ratio: 1
k mesh: 1 x 1 x 1, Gamma-centred
self-consistency stop: 5e-08 eV per atom in the density residual
occupations: fixed
spin: none
net charge: 0

Cell vectors (angstrom)
a	10.938	0	0
b	0	10.938	0
c	0	0	32.1988

Atoms and the computed forces on them: element, x, y, z (angstrom), force x, y, z (eV/angstrom)
Si	10.6038	0.1592	24.8942	-0.3	0.1685	-0.2948
Si	5.6918	10.6441	24.7331	0.0161	0.0048	0.0321
Si	2.5302	2.9444	24.6611	-0.0055	0.0044	-0.0232
Si	8.3938	2.4869	24.82	0.1609	-0.2931	-0.1288
Si	0.3149	5.2199	24.7555	-0.0224	0.0138	-0.0652
P	5.2312	5.6738	24.6945	0.1193	-0.0943	-0.06
P	2.9355	8.0463	24.4586	-0.1024	0.0672	-0.036
Si	7.9084	8.3792	24.7433	0.0107	0.0116	0.0219
Si	1.3742	1.353	26.0188	0.0314	0.035	-0.0247
Si	6.8003	1.3062	26.1091	0.0064	0.022	-0.0167
Si	4.1341	4.1262	26.0187	0.0156	-0.0057	-0.0003
Si	9.5964	4.1073	26.0583	0.0436	0.0362	-0.0308
Si	1.4538	6.9306	25.9591	0.038	-0.0038	-0.0216
Si	6.729	6.7769	26.0616	0.0135	-0.0132	-0.0239
Si	4.0266	9.4738	25.9723	-0.0046	0.006	-0.0312
Si	9.4614	9.503	26.1687	0.0159	0.0052	-0.0192
Si	2.7441	-0.0193	27.3577	0.0045	-0.0201	0.0325
Si	8.1627	-0.0149	27.519	0.0068	0.0094	0.0291
Si	0	2.7064	27.4224	0.0066	0.0129	0.0453
Si	5.4424	2.7246	27.4079	0.0144	-0.0275	0.0083
Si	2.7586	5.5133	27.3827	-0.0039	0.0049	-0.0083
Si	8.2031	5.4734	27.388	-0.0163	0.0014	0.0291
Si	0.0092	8.1619	27.4002	-0.0159	0.0278	0.0002
Si	5.4068	8.1821	27.4251	-0.0045	-0.0052	0.0279
Si	4.0827	1.3524	28.7647	-0.0175	0.021	-0.0001
Si	9.578	1.362	28.8168	-0.0138	-0.0177	0.0086
Si	1.368	4.1184	28.7438	-0.0021	-0.0217	0.002
Si	6.8421	4.0909	28.7615	-0.0091	0.0018	-0.0023
Si	4.0906	6.8248	28.8192	0.0011	-0.0021	-0.0213
Si	9.5689	6.821	28.7751	0.0207	-0.0277	-0.0002
Si	1.3661	9.5694	28.7512	-0.0007	-0.0059	-0.0001
Si	6.7817	9.5477	28.8165	0.009	0.0029	-0.0264
Si	0.0111	-0.0125	30.1512	0.0014	0.0098	-0.0018
Si	5.4463	0.0093	30.1592	0.003	-0.0207	0.0044
Si	2.7283	2.7433	30.1287	-0.0041	-0.0055	0.0069
Si	8.2021	2.7361	30.1523	0.0071	0.0049	-0.0046
Si	0.0039	5.4634	30.1414	-0.0031	-0.0033	0.0046
Si	5.4802	5.456	30.1501	0.0024	0.0043	-0.0068
Si	2.7208	8.2112	30.1501	0.0059	0.0019	-0.0075
Si	8.2031	8.194	30.1453	-0.0154	0.0076	0.005
Si	1.3673	1.3673	31.515	0.0232	0.0613	-0.0572
Si	6.8362	1.3673	31.515	0.0077	0.032	-0.0233
Si	4.1018	4.1018	31.515	0.0107	-0.082	-0.0412
Si	9.5708	4.1018	31.515	0.0245	0.0055	-0.0225
Si	1.3673	6.8362	31.515	-0.0547	0.0294	-0.0459
Si	6.8362	6.8362	31.515	0.049	-0.0697	0.0369
Si	4.1018	9.5708	31.515	-0.1498	-0.0126	0.0587
Si	9.5708	9.5708	31.515	-0.0171	-0.0276	-0.0196
Si	2.7345	0	0.6835	0.0749	-0.0108	0.1064
Si	8.2035	0	0.6835	-0.0459	0.0639	-0.0808
Si	0	2.7345	0.6835	-0.0679	-0.0197	0.0795
Si	5.469	2.7345	0.6835	0.0705	-0.052	0.0095
Si	2.7345	5.469	0.6835	-0.0185	0.1706	-0.1294
Si	8.2035	5.469	0.6835	0.0804	-0.0575	0.0924
Si	0	8.2035	0.6835	0.0576	-0.1225	-0.0227
Si	5.469	8.2035	0.6835	-0.0284	0.0387	0.0612
Si	4.1207	1.3622	2.0552	-0.0019	-0.0024	0.0036
Si	9.5654	1.3583	2.0527	0.0036	0.0062	-0.0009
Si	1.367	4.1222	2.0366	0	-0.0028	0.0021
Si	6.8471	4.0878	2.058	0.003	-0.0009	0.0011
Si	4.1036	6.8306	2.0536	-0.0017	-0.0012	-0.0036
Si	9.5777	6.8377	2.0515	-0.0016	0.0003	0.0039
Si	1.3784	9.5537	2.0508	-0.0024	0.004	0.002
Si	6.8277	9.5933	2.0494	-0.0028	-0.0042	0.0019
Si	-0.0066	-0.0286	3.3901	-0.0088	-0.0106	-0.0085
Si	5.4877	0.0146	3.4686	0.0052	0.002	0.0055
Si	2.7732	2.7853	3.3659	0.008	0.013	-0.013
Si	8.191	2.7007	3.4474	-0.0041	-0.0071	0.0054
Si	0.0188	5.4822	3.4321	0.0024	0.0016	0.0025
Si	5.4817	5.4685	3.4075	-0.0017	-0.0004	-0.0069
Si	2.7659	8.2113	3.4449	0.0051	0.0004	0.0043
Si	8.2056	8.2281	3.3801	0.0016	0.0063	-0.01
Si	1.3903	1.396	4.6315	-0.001	0.0004	0.0091
Si	6.8434	1.3538	4.9053	-0.0006	0.0024	-0.0057
Si	4.1546	4.09	4.8013	-0.0013	-0.0036	0.0018
Si	9.5728	4.0893	4.7602	0.0021	0.002	-0.0033
Si	1.4102	6.8379	4.8174	-0.0025	-0.0017	-0.0026
Si	6.8234	6.8927	4.7281	-0.0027	-0.0018	-0.0014
Si	4.1324	9.5823	4.8452	-0.0022	-0.001	-0.0086
Si	9.5544	9.555	4.7878	0.0064	0.0047	0.0026
Si	2.7445	0.1184	6.0578	0.003	-0.0052	-0.0032
Si	8.2057	-0.0559	6.2626	-0.0027	0.0036	-0.0032
Si	0.0256	2.6794	6.0404	-0.0045	0.0027	-0.0044
Si	5.4743	2.7321	6.2892	0.0039	-0.0007	-0.0033
Si	2.8139	5.4838	6.1754	-0.0027	0.0021	-0.0048
Si	8.1712	5.488	6.0383	0.0032	-0.0043	-0.0036
Si	0.0095	8.1941	6.1534	0.0026	0	-0.0037
Si	5.5264	8.2272	6.2303	-0.0035	0.0035	-0.0045
Si	3.8344	1.5807	7.5985	0.0022	0.0017	0.0136
Si	9.8369	1.1479	7.4488	-0.0051	-0.0026	0.0081
Si	1.6272	3.8076	7.3069	0.0018	0.0032	0.0107
Si	6.6481	4.4253	7.4743	-0.0007	-0.0069	0.0066
Si	4.4026	6.6397	7.5428	-0.0043	0.0016	0.0112
Si	9.3612	6.9573	7.4018	0.0063	-0.0033	0.0148
Si	1.1388	9.9275	7.2901	-0.0004	-0.004	0.0075
Si	7.1571	9.2355	7.6652	0.0001	0.0046	0.0185
O	8.3076	8.0952	7.9193	0.0006	0.0001	-0.0071
O	2.714	2.7437	7.9483	-0.0022	0.0012	0.0006
O	9.5546	1.3693	24.5342	0.0766	-0.0354	0.0313
O	0.0264	0.0336	7.9551	-0.0002	0.0009	0
O	5.5216	5.5157	8.0305	0	0.0021	0.0009
O	6.8265	9.5336	24.234	-0.0158	-0.0148	-0.036
O	1.4193	4.0976	24.2103	-0.0127	-0.0119	0.0289
O	3.8571	7.3947	8.9309	0.0039	-0.0035	0.0029
O	0.816	4.3857	8.6013	0.0015	-0.0034	0.0004
O	9.8106	6.1776	8.7929	-0.0043	0.0037	0.0044
O	2.1146	9.3956	8.4964	-0.0019	0.0033	0.0021
O	7.5087	3.9374	8.796	-0.0028	0.0056	0.0039
O	4.2658	0.9373	9.069	-0.0037	0.0012	-0.0009
O	6.7253	9.5716	9.2188	0.0012	-0.0014	-0.0032
O	9.2065	1.8662	8.7939	0.0051	-0.0033	0.0014
O	7.8817	2.823	23.2829	0.0304	0.0055	0.1204
O	10.5131	5.8237	23.4166	0.0153	0.0189	0.0206
O	5.108	0.4326	23.3777	-0.0107	0.0198	-0.0324
O	6.3351	4.8058	23.7945	-0.1298	0.0884	-0.0572
O	3.1182	2.2196	23.2863	-0.0044	0.0069	0.0012
O	2.1416	9.1352	23.451	-0.0691	-0.0221	-0.1205
O	8.6296	7.7439	23.3995	0.0557	-0.0315	-0.0496
O	-0.1238	10.4477	23.3979	0.1062	-0.0307	0.212
Si	4.3998	1.5895	22.4734	0.0301	0.0092	0.0368
Si	3.4868	7.95	14.0262	-0.0005	0.0001	-0.0228
Si	7.1088	0.9848	14.658	-0.0007	0.0023	-0.0216
Si	0.8195	9.4708	22.5199	-0.0034	0.1589	0.1187
Si	1.1785	4.326	11.8778	0.0014	-0.0011	-0.0219
Si	6.2629	8.9904	15.3102	0.0006	0.001	-0.0243
Si	0.6739	1.385	12.2969	0.0003	0.0003	-0.0236
Si	8.6093	4.9904	20.5167	-0.002	-0.0077	0.0173
Si	0.3238	5.7232	9.3574	0.0017	0.0007	-0.0176
Si	5.0944	3.1583	17.9335	-0.002	-0.0024	-0.0183
Si	0.8741	3.7735	16.7449	-0.0005	0.0009	-0.0195
Si	10.3841	2.8843	19.2206	0.0029	-0.0023	-0.002
Si	5.2778	1.1983	10.3462	-0.001	0.002	-0.0197
Si	0.8728	0.2235	19.8228	-0.0016	0.0014	0.0077
Si	6.642	9.4769	10.8574	0.0022	-0.0032	-0.0169
Si	9.327	9.7148	18.3083	0.0026	0.0039	-0.0114
Si	9.3887	9.2641	12.5578	0.0007	-0.001	-0.0237
Si	6.704	3.7286	22.6221	0.0156	0.019	0.1073
Si	2.4387	8.0807	9.3766	-0.0022	0.0015	-0.0166
Si	10.5812	7.3964	17.0797	-0.0015	0.0007	-0.0219
Si	2.5027	6.3192	16.5773	-0.003	-0.0011	-0.0229
Si	10.1743	4.5158	14.1832	-0.0009	0.0021	-0.0206
Si	6.1289	9.2208	18.506	0.0019	0.0066	-0.0145
Si	7.968	2.5849	9.5733	-0.0024	-0.0002	-0.0169
Si	8.8765	2.1682	12.4468	0.0003	-0.0007	-0.0208
Si	5.3295	6.281	18.063	0.0001	-0.0022	-0.0221
Si	3.9174	0.598	19.46	-0.0051	-0.002	-0.0086
Si	4.2738	3.8582	12.0428	-0.0007	0.002	-0.0236
Si	5.5414	6.6199	12.1353	-0.0006	-0.0004	-0.0236
Si	8.0015	2.537	17.2115	0.0001	0.0009	-0.0194
Si	4.3513	2.5044	14.9614	-0.0009	-0.0009	-0.0221
Si	1.5291	1.2365	15.2614	0.0001	0.0004	-0.0213
Si	1.5682	9.4302	12.038	-0.0031	0.0023	-0.0218
Si	8.0484	6.8745	13.8612	0.001	0.0005	-0.0239
Si	10.3722	9.8571	15.4771	0	-0.0002	-0.0213
Si	9.8253	7.0164	22.551	0.0286	0.0217	0.0629
Si	8.0928	5.5158	17.4155	0.0019	0.001	-0.0226
O	6.0452	7.9757	11.2867	0.0003	0.0042	0.0108
O	6.0117	9.2335	16.8881	-0.0003	-0.0004	0.0086
O	7.6735	1.3916	13.1895	0.0007	0.0016	0.01
O	0.8867	1.7658	13.8674	-0.0014	0.0008	0.0088
O	9.4197	6.2806	16.899	-0.0011	0.0015	0.0121
O	6.759	6.2201	13.1344	-0.0026	0.0005	0.0113
O	5.124	4.6947	18.6017	-0.0009	0.0028	0.0067
O	9.2197	2.1888	18.2618	-0.0018	0.0003	0.0062
O	2.361	0.1431	19.0699	0.0047	0.002	0.0018
O	9.3893	10.2553	16.744	-0.0008	0.0012	0.0091
O	2.7859	4.4552	11.7004	-0.0015	0.0017	0.0125
O	5.0565	10.3601	19.0936	0.002	-0.0011	0.0029
O	9.4208	3.2691	13.486	-0.0011	-0.0007	0.0109
O	0.4463	1.8099	19.9476	0	0.003	-0.0058
O	3.1431	1.3891	15.069	0.0002	0.0013	0.0114
O	8.1206	5.4018	19.0321	-0.0021	0.0015	0.0056
O	3.8822	6.6319	17.3907	-0.0002	0.002	0.0114
O	4.5758	3.3146	16.3752	-0.0003	0.0008	0.0106
O	9.0645	5.6955	14.3128	-0.0003	0.0002	0.0118
O	5.4379	2.8178	22.1722	-0.0327	-0.0198	-0.0092
O	10.6661	4.1728	15.6814	-0.0016	0.0005	0.0085
O	0.3246	3.9073	18.2769	-0.0005	0.0006	0.0054
O	10.4163	10.5674	19.1822	-0.0052	-0.002	0.0002
O	9.6436	10.0442	14.0147	-0.0009	0.0008	0.0097
O	10.9617	8.1082	22.1162	-0.0561	-0.0667	0.0067
O	1.1793	2.1883	16.532	-0.0003	-0.0003	0.0101
O	9.7011	3.7776	20.4075	-0.0028	0.0045	-0.0013
O	8.1196	4.0678	16.6799	-0.0015	0.0005	0.0116
O	-0.0437	9.1193	11.8935	0.0014	0.0006	0.0123
O	6.5763	2.449	18.0047	-0.0004	0.0012	0.0077
O	5.5786	10.7325	11.1924	-0.0007	0.0021	0.0108
O	7.7401	9.6283	18.8331	-0.0031	0	0.0042
O	10.0245	1.0455	12.0587	-0.0007	0.0008	0.0121
O	1.3078	6.9714	9.0642	-0.0009	0.0002	0.011
O	0.6246	4.786	13.348	0.0015	0.0003	0.0096
O	5.6956	7.6599	18.9783	-0.0028	-0.0007	0.0054
O	5.2347	5.1047	11.5155	-0.0003	-0.0003	0.0124
O	2.7096	7.008	15.1144	0.0006	0.0013	0.0103
O	0.9127	2.7601	11.4663	-0.0002	0.0015	0.0121
O	0.8515	10.7075	15.5503	-0.0008	0.001	0.0109
O	2.4056	8.6022	10.9102	0.0019	-0.0028	0.0051
O	4.6949	2.4501	11.2663	0.0012	-0.0036	0.0102
O	4.2428	3.5297	13.6725	-0.0004	0.002	0.0092
O	2.193	4.7094	16.4873	0.0007	0.0019	0.0112
O	10.6927	8.2696	15.6942	-0.0003	0.0011	0.0113
O	6.9267	10.3164	14.6612	-0.0009	0.0003	0.0122
O	2.3379	8.9715	13.4213	-0.0016	0.0011	0.0106
O	8.0193	1.5571	15.9003	-0.0021	0.0002	0.0099
O	4.1256	7.0134	12.8541	0.0014	-0.0007	0.011
O	4.1674	2.0496	18.7138	0.0008	0.003	0.0061
O	7.283	4.4919	21.3181	-0.0068	-0.0059	0.0215
O	8.4111	2.9459	11.096	-0.0021	0.0007	0.0062
O	1.1712	6.8925	17.3575	0.0008	0.0009	0.0097
O	5.6395	1.5916	14.7493	0.0002	0.0005	0.0115
O	8.1293	9.7753	11.5774	-0.0037	0.0014	0.0099
O	9.2229	6.3246	21.2132	0.0128	0.0208	0.0061
O	8.9543	7.734	12.8437	-0.0004	0.0017	0.0119
O	1.6477	0.1373	11.8782	0.0002	0.0002	0.0127
O	6.6339	6.187	17.0575	-0.0009	0.0019	0.0116
O	7.3948	7.8287	15.0312	-0.0005	0.0002	0.011
O	1.19	10.3308	21.1929	-0.0167	-0.0621	0.1014
O	10.0261	8.2395	18.3527	0	-0.0013	0.0078
O	3.9603	0.8963	21.0717	0.003	0.0063	-0.002
O	0.3306	5.3457	10.9263	-0.0009	0.0025	0.0065
O	6.6955	1.5855	9.6383	0.0023	0.0023	0.011
O	4.7752	8.7293	14.6738	-0.0006	0.0007	0.0118

Results
free energy: -135405.163 eV
free energy less fixed offsets of O -568.88, P -755.39, Si -635.61 eV per atom: 0.847 eV

The program warned: the cutoff lies below the one the program advises for these potential files; the forces do not sum to zero within the program's tolerance; the exchange-correlation potential is rough where the density is thin.
